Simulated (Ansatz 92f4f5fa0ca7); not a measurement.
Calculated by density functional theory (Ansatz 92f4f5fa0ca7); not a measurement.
Periodic cell of 252 atoms, Si144O100N8, from a study of silicon, its oxide and their interface. The atomic structure is a simulated model.
This geometry differs little from another in the collection (a relaxation step or a small displacement).

Settings
functional: r2SCAN
potential files: Ansatz PAW
basis: plane waves
wave-function cutoff: 800 eV
density cutoff ratio: 5
exchange-correlation grid ratio: 1
k mesh: 1 x 1 x 1, shifted by 0.5 0.5 0 of a step
self-consistency stop: 1e-10 eV per atom in the density residual
occupations: fixed
spin: none
net charge: 0

Cell vectors (angstrom)
a, 10.888, 0, 0
b, 0, 10.888, 0
c, 0, 0, 35.7261

Atoms and the computed forces on them: element, x, y, z (angstrom), force x, y, z (eV/angstrom)
Si, 0.2383, -0.3703, 0.0451, -0.001, 0.0009, -0.0018
Si, 2.1273, 3.2405, 0.1936, -0.0007, -0.0011, -0.0004
Si, 0.3538, 4.9634, 0.333, -0.0016, -0.0002, -0.0021
Si, 2.4868, 8.3039, -0.1048, 0.0016, 0.0005, -0.0018
Si, 5.6423, -0.2512, 0.1401, -0.0007, 0.0001, -0.001
Si, 8.0491, 2.8678, 0.1573, -0.0006, -0.0002, -0.0032
Si, 5.4975, 4.7302, -0.2518, 0.0008, 0.0023, 0.0003
Si, 7.8942, 8.3319, 0.0319, 0, -0.0005, 0.002
Si, 1.3017, 1.3259, 1.2985, -0.0013, 0.0004, -0.0027
Si, 4.0116, 3.9477, 1.3799, -0.0013, 0.0017, -0.0003
Si, 1.4278, 6.7544, 1.3698, -0.0002, 0.001, -0.0002
Si, 4.0045, 9.4717, 1.3203, -0.0002, -0.0013, -0.0003
Si, 6.8277, 1.3111, 1.4218, -0.0001, 0.0009, -0.0004
Si, 9.5354, 3.99, 1.5584, -0.0005, 0.0012, 0.0006
Si, 6.8147, 6.8474, 1.4287, -0.0024, -0.002, -0.0035
Si, 9.5718, 9.3883, 1.343, -0.0001, 0.0025, -0.0001
Si, -0.0011, 2.5914, 2.8253, -0.0003, -0.001, -0.001
Si, 2.6933, -0.0072, 2.6853, -0.0006, 0.0015, 0.0007
Si, -0.0046, 8.0535, 2.7416, -0.0002, -0.0004, -0.0012
Si, 2.8289, 5.469, 2.7459, 0.0001, -0.0002, -0.0011
Si, 5.4071, 2.6305, 2.7561, -0.0006, 0.0006, -0.0007
Si, 8.2264, -0.0731, 2.7204, 0.0008, 0.0004, -0.0011
Si, 5.4102, 8.1804, 2.7603, -0.0024, -0.0002, -0.0002
Si, 8.1235, 5.4093, 2.7705, -0.0017, 0, 0.0002
Si, 1.4044, 4.064, 4.056, -0.0007, 0.0003, -0.0014
Si, 4.0537, 1.303, 4.1111, -0.0013, 0, 0.0011
Si, 1.3297, 9.5084, 4.0523, 0, 0.0002, -0.0006
Si, 4.102, 6.8228, 4.1494, 0.0003, 0.0006, -0.0004
Si, 6.7558, 4.0381, 4.0984, 0.0008, 0.0011, 0.0017
Si, 9.5197, 1.2719, 4.1593, -0.0002, 0.0001, -0.0006
Si, 6.8128, 9.5158, 4.0879, 0.0004, 0.0006, -0.0004
Si, 9.5028, 6.753, 4.1243, -0.0003, -0.0003, 0.0007
Si, 0.0127, -0.0501, 5.4922, -0.0006, -0.0004, -0.001
Si, 2.7373, 2.7284, 5.4576, 0, 0.0001, 0.0004
Si, 0.0126, 5.395, 5.4406, -0.0001, 0.0006, 0.0011
Si, 2.6942, 8.1836, 5.4456, 0.0007, 0.0011, 0.0001
Si, 5.4517, -0.0163, 5.4518, -0.0002, 0, 0.0001
Si, 8.1511, 2.6875, 5.4467, -0.0003, 0.0008, 0.0003
Si, 5.4464, 5.4364, 5.4709, 0.0001, 0.0001, -0.0003
Si, 8.1511, 8.1387, 5.4616, -0.0007, 0.0008, 0.0001
Si, 1.362, 1.3799, 6.8051, 0, 0.0003, -0.0012
Si, 4.0906, 4.1009, 6.8328, -0.0008, -0.0013, -0.0009
Si, 1.3396, 6.8092, 6.7925, -0.0005, -0.0008, -0.0005
Si, 4.0744, 9.5339, 6.7994, -0.0001, 0.0002, 0.0001
Si, 6.7944, 1.3529, 6.8157, -0.0013, 0.0007, -0.0003
Si, 9.5279, 4.0478, 6.8004, -0.001, 0.0005, -0.0007
Si, 6.7946, 6.7851, 6.835, -0.0007, 0.0003, -0.0003
Si, 9.5108, 9.4905, 6.8249, -0.0001, 0, -0.0004
Si, -0.0048, 2.7163, 8.1864, -0.0003, -0.0004, 0.0003
Si, 2.7505, 0.0538, 8.1436, -0.0006, 0.0001, 0.0006
Si, -0.0265, 8.1366, 8.1799, -0.0003, 0.0005, 0.0003
Si, 2.728, 5.5001, 8.1606, -0.0005, 0.0012, -0.0003
Si, 5.4823, 2.7527, 8.1712, -0.0001, -0.0001, 0.0002
Si, 8.1515, -0.0204, 8.1635, 0.0003, 0.0002, -0.0002
Si, 5.4262, 8.1822, 8.1658, -0.0005, -0.0004, 0
Si, 8.1694, 5.4119, 8.161, -0.0004, 0, 0.0003
Si, 1.3553, 4.1544, 9.491, -0.0003, -0.0007, -0.0005
Si, 4.1221, 1.4194, 9.5103, -0.0001, 0.0011, -0.001
Si, 1.3519, 9.5779, 9.4352, -0.001, 0.0003, -0.0007
Si, 4.0684, 6.8742, 9.5565, 0, -0.0017, 0.0009
Si, 6.8618, 4.0575, 9.5759, -0.0008, -0.0009, -0.0006
Si, 9.5096, 1.3247, 9.524, 0, 0.0009, -0.0004
Si, 6.7818, 9.5311, 9.5368, -0.0001, 0.0004, -0.0007
Si, 9.4702, 6.781, 9.538, 0, 0.0005, 0.0004
Si, -0.0115, -0.0403, 10.8517, 0.0008, -0.0004, -0.0012
Si, 2.7591, 2.8277, 10.8079, -0.0001, 0.0003, 0.001
Si, -0.0306, 5.4626, 10.8849, -0.0001, -0.0013, -0.0007
Si, 2.6877, 8.3298, 10.8559, 0, 0, -0.0009
Si, 5.4833, 0.0703, 10.8849, 0.0011, -0.0009, 0
Si, 8.2153, 2.6493, 10.9663, -0.0007, 0.0004, -0.0013
Si, 5.4927, 5.4954, 10.8463, 0.0017, -0.0002, -0.0014
Si, 8.102, 8.1424, 10.9098, 0.0006, -0.0011, -0.0002
Si, 2.6932, 0.3594, 13.5578, -0.0001, 0.0005, 0.0007
Si, 4.1159, 4.2063, 12.1837, -0.0014, 0, -0.0022
Si, 1.1974, 7.0427, 12.1255, -0.0014, -0.0022, 0.0014
Si, 4.0297, 9.7495, 12.2287, -0.0008, 0.0003, 0.0031
Si, 6.8581, 1.2885, 12.3846, -0.0006, 0.0018, -0.0016
Si, 9.6543, 3.97, 12.2888, 0.0014, -0.0018, 0.001
Si, 6.7717, 6.7989, 12.3372, -0.0017, -0.0012, 0.0026
Si, 9.5122, 9.4597, 12.2316, 0, 0.0001, -0.001
Si, 0.3125, 2.7043, 13.6579, 0.0006, 0.0003, 0.0001
Si, 1.368, 1.4321, 12.0462, -0.0009, 0.0022, -0.0004
Si, -0.1271, 8.1907, 13.7825, -0.0007, 0.0001, 0.0025
Si, 2.6614, 5.7485, 13.2864, 0.0003, 0.0015, 0.0042
Si, 5.4952, 2.8194, 13.552, 0.003, -0.0012, 0.0002
Si, 8.2326, -0.215, 13.7306, 0.002, 0.0009, 0.0057
Si, 5.257, 8.2807, 13.5563, 0.0012, 0.003, 0.0019
Si, 8.2924, 5.3252, 13.5763, -0.0037, -0.0012, 0.0018
Si, 1.612, 4.3557, 14.7232, -0.0031, 0.001, -0.0017
Si, 3.796, 2.1053, 14.9412, 0.001, 0.0015, 0.0037
Si, 1.3122, 9.8234, 14.8283, -0.0028, 0.0021, -0.0004
Si, 3.4143, 7.4111, 14.7456, 0.0001, -0.0025, -0.0016
Si, 6.8845, 4.0428, 14.9632, 0.001, -0.0015, 0.0026
Si, 10.4823, 1.3501, 15.4942, -0.0004, 0.0006, -0.0018
Si, 6.9591, 8.994, 14.9233, -0.0054, -0.0029, -0.0028
Si, 9.8463, 6.2244, 15.1034, -0.0032, -0.0042, 0.0023
Si, 5.7867, 1.3516, 21.7155, -0.0008, 0.0007, 0.0022
Si, 1.0898, 14.2901, 25.8182, -0.0003, -0.0006, 0.0024
Si, 9.4783, -3.9313, 31.0813, -0.0018, 0.0006, -0.0004
Si, 19.2848, -8.4893, 17.2987, -0.0008, 0.0015, -0.0027
Si, 10.8638, 4.0356, 17.1213, 0, -0.0015, -0.0028
Si, -4.8093, 3.4475, 24.1134, 0.001, -0.0027, 0.0007
Si, 12.6854, -0.7155, 28.1442, -0.0017, 0.0017, 0.0009
Si, -4.7784, -20.1418, 26.6103, -0.0003, 0, -0.0002
Si, 12.0774, -10.9348, 17.8111, 0.0004, 0.0003, -0.0039
Si, 1.8637, 3.081, 30.1959, 0.0005, 0.0001, -0.0009
Si, 6.9571, -4.1124, 16.1405, -0.0009, 0.0012, -0.0004
Si, 20.2391, 6.287, 18.0361, -0.0003, 0.0005, -0.0019
Si, 27.3246, -14.4476, 21.5658, 0.0046, -0.0001, 0.002
Si, 24.5173, 7.0682, 32.7397, -0.0006, 0.0001, 0
Si, 17.9286, -13.8902, 18.8901, 0.0004, -0.0009, -0.0015
Si, 35.8042, -7.0083, 23.7989, -0.0001, 0.0013, 0.001
Si, -2.7009, 2.758, 20.2868, -0.0003, 0.0009, -0.0024
Si, -23.7786, -5.3866, 28.3406, -0.0022, -0.0004, -0.0001
Si, 17.8723, -11.215, 17.6633, 0.0014, -0.0028, -0.0031
Si, 12.0144, 7.6816, 26.8455, -0.0006, 0.0001, 0.0006
Si, 11.2989, 19.1308, 19.2296, -0.0004, -0.0014, -0.0009
Si, 16.8745, 2.3785, 30.9706, -0.0001, 0.0012, 0.0002
Si, -4.5645, -0.0657, 33.0723, -0.0015, -0.0001, 0.0013
Si, -6.4713, -3.0998, 17.4048, 0.0013, 0.0001, -0.0023
Si, 4.1821, -10.8706, 17.3504, -0.0039, 0.0013, 0.0002
Si, 7.8659, -11.4429, 25.7158, -0.0005, 0.0006, -0.0019
Si, 11.9639, 16.7273, 24.3505, 0, 0.0007, 0.0011
Si, 18.952, -8.2968, 28.8193, -0.0011, 0.0004, -0.0003
Si, -12.6017, -9.8805, 33.696, 0.0006, 0.0028, -0.001
Si, 4.2808, -16.7541, 16.2639, 0.0033, -0.0034, -0.0014
Si, 13.8474, 17.9248, 20.0972, 0.0003, -0.0008, -0.0005
Si, 10.9876, 5.2987, 33.1226, -0.0006, -0.0003, 0.0023
Si, 7.4975, 5.1865, 22.2417, 0.0005, -0.0004, 0.0012
Si, -18.7954, 13.183, 21.047, -0.0003, 0.0014, 0.0004
Si, 13.6565, 15.1567, 18.7186, 0.0012, -0.0009, -0.0005
Si, 0.0688, -9.6999, 20.4648, 0.0004, -0.0013, -0.0002
Si, 7.186, -3.0213, 32.7636, -0.0006, -0.0005, 0.002
Si, 14.8098, -9.3243, 28.61, -0.0009, 0.0002, 0.0004
Si, 9.6706, 18.0287, 23.2753, 0.0002, -0.0016, 0.0007
Si, 16.144, -5.6038, 32.4491, 0.0004, 0.0019, -0.0012
Si, 12.7492, 13.7825, 32.9767, 0.0002, 0.001, 0.0012
Si, 10.2214, 1.1401, 27.1702, -0.0003, 0, -0.0012
Si, 11.9772, -1.9957, 30.9131, -0.0024, 0.0002, -0.0026
Si, -12.1089, 20.3907, 21.4555, -0.0019, -0.0013, 0.0009
Si, -9.838, 15.9796, 28.2086, 0.0013, -0.0001, 0.001
Si, -1.9093, -3.2492, 26.3496, -0.0014, 0, 0.0006
Si, 6.9808, -1.2238, 22.7476, -0.001, 0, 0.0015
Si, 22.1555, 0.9462, 31.7336, -0.0013, 0.0001, 0.0021
O, 1.4446, -4.7541, 32.8812, 0.0002, 0.0002, -0.0006
O, 12.378, -9.2317, 21.0889, -0.0028, 0.0003, 0.0001
O, 2.7964, 2.6417, 28.9767, -0.0015, 0.0002, 0.0016
O, 7.4963, 35.1095, 30.3372, -0.0006, 0.0009, -0.0002
O, -7.7464, 21.921, 28.4382, -0.001, 0.0004, -0.0003
O, -5.5906, 0.1859, 34.3187, 0.0009, -0.0002, 0.0003
O, -0.3546, 27.2616, 34.6564, -0.0002, -0.0002, 0.0006
O, 9.8092, 16.6587, 32.1396, -0.0003, 0.0002, 0.0011
O, 3.101, 7.6543, 34.2316, -0.0002, -0.0005, -0.0013
O, 19.4424, 6.4006, 22.3771, 0.0016, -0.0024, 0.0012
O, 16.4933, -6.9775, 31.553, 0, 0.0003, 0.0001
O, 9.7216, 2.2445, 20.5017, 0.0003, -0.003, -0.0002
O, 10.2981, 11.0515, 34.4817, -0.0004, 0.0005, -0.0001
O, 12.3527, 1.3308, 32.885, -0.0024, -0.0006, -0.0019
O, 22.2613, 0.1807, 27.7941, 0.0005, -0.0014, 0
O, 4.9757, 4.7645, 33.9529, 0.0011, 0.0017, 0.0019
O, 21.2511, -5.8359, 27.9025, 0.0008, 0.0004, -0.0008
O, -4.7628, -2.6202, 22.7729, 0.0005, 0.0004, -0.0019
N, -2.1928, 6.4834, 16.4563, -0.0007, -0.0021, 0.0028
O, 4.9885, 1.7863, 29.8171, -0.0006, 0.0005, 0.0004
O, 10.9813, 13.0962, 26.2133, 0.0001, 0.0015, -0.0008
O, 11.1976, -10.1111, 18.9048, 0.0009, 0.0009, 0.0028
O, 16.4279, 0.191, 18.243, 0.0016, -0.0009, -0.005
O, -14.1642, -12.3978, 18.5765, -0.0014, 0.001, -0.001
O, -2.7998, 0.8273, 17.5416, -0.0017, 0.0006, 0.0006
O, 13.2415, 8.5911, 15.1901, 0.0004, -0.0017, -0.0023
O, -4.8009, 27.5914, 21.7494, 0.0002, -0.0004, -0.0001
N, -0.8262, 13.4002, 16.763, -0.0003, -0.0005, 0.0042
N, 3.7372, 6.6743, 16.2677, 0.0003, 0.0015, -0.0008
O, 17.3352, -21.6295, 26.069, 0.0001, 0.0006, -0.0002
O, 12.8518, -12.7123, 26.9607, -0.0009, 0.0008, 0.0019
N, 0.2296, 5.0587, 15.7082, -0.0003, 0.0003, 0.0017
N, -4.7834, 7.399, 17.538, 0.0022, 0.0001, 0.0005
N, 14.0975, -7.1144, 15.4286, 0.001, 0.0018, 0.0011
O, 29.7244, -3.1052, 34.2109, -0.0013, 0.0017, -0.0019
O, 35.1433, 5.3471, 23.7579, 0.0005, -0.0004, 0.0012
O, -6.9566, -3.6591, 21.3892, 0.0005, -0.0007, -0.002
N, 22.4768, 0.0951, 16.1266, 0.0011, -0.0022, 0.0004
O, 1.3672, 7.0379, 25.3893, 0.0017, 0, 0.0021
O, 1.4316, -6.9839, 17.8515, 0.0013, 0.001, -0.0006
O, 15.0602, 9.3297, 16.9099, 0.0001, -0.0012, 0.0041
O, 6.2606, 9.2325, 32.6144, -0.0009, 0.0005, 0.0001
O, 4.0879, 4.5463, 17.8103, -0.0024, 0.0007, 0.0011
O, 3.7236, -3.2033, 18.8417, -0.0013, 0.0015, -0.0006
O, 10.0453, 8.6126, 22.7416, -0.0015, -0.0003, -0.0017
O, 19.1704, 17.3281, 27.1766, -0.0002, 0.0007, 0.0004
O, -12.9708, -8.5427, 34.5266, -0.001, 0.0011, 0.0014
O, 17.5607, 10.0177, 16.1784, 0.0094, -0.0019, 0.0045
O, 21.3781, -10.8966, 21.4488, 0.0017, 0.0008, -0.001
O, -8.2234, -7.6076, 31.6095, -0.002, -0.0006, 0.0003
O, -4.9867, -8.4653, 22.9001, 0.0002, -0.0034, -0.0015
O, -4.9754, -0.0939, 22.3916, 0.0003, 0.0001, 0.0001
O, 1.0397, -12.4906, 18.1876, -0.0009, -0.0009, -0.0006
O, 8.008, -1.9706, 26.4728, 0.0008, 0.0007, -0.003
N, 16.865, -5.6084, 15.7829, -0.0006, -0.0007, -0.0002
O, 27.9258, -2.9289, 20.21, 0.0004, -0.0005, -0.0003
O, 12.4375, -3.086, 20.2945, -0.0005, -0.0003, -0.001
O, 9.8407, -17.0267, 18.1605, 0.0013, -0.0009, -0.0013
O, 24.8987, 3.0133, 19.6274, -0.0012, 0.0017, 0
O, 10.7382, -3.8117, 18.275, 0.0015, 0.0021, 0.0019
O, 6.498, 2.7066, 25.4758, -0.0007, 0.001, -0.0009
O, 7.9739, -7.8135, 18.7119, 0, 0.0005, 0.0003
O, 18.9574, -1.2013, 21.5462, -0.0001, 0.0007, -0.0026
O, 2.2934, 2.9291, 24.8282, 0.0009, 0.001, 0.0002
O, 14.8024, 17.0417, 32.0709, -0.0005, 0.0004, -0.0002
O, 27.5704, 6.2329, 36.0003, 0.001, -0.0013, 0.0014
O, 18.8976, 4.1003, 21.1683, 0.0001, -0.0008, -0.0024
O, -2.669, -4.1136, 19.0837, -0.0008, 0.0013, -0.0002
O, -1.723, -10.3103, 14.8608, 0.001, -0.0017, 0.0018
O, 7.4993, 3.022, 16.0984, -0.0005, -0.0003, -0.001
O, 12.632, -6.7676, 27.1174, -0.0011, -0.0007, 0.0003
O, 16.8683, -9.7298, 32.0562, -0.0003, 0.0008, 0.0012
O, -8.3255, -5.3737, 19.7299, 0.0007, 0.0005, 0.0003
O, -23.1697, 23.6824, 28.4264, -0.0014, 0.0001, -0.0006
O, -6.6002, 1.1296, 16.1702, -0.0024, -0.0026, 0.0051
O, -6.2916, 1.8092, 27.1532, 0.0001, -0.0001, 0.0001
O, 1.3586, 9.441, 35.2145, 0.0002, 0.0003, 0.0006
O, 17.9175, -9.2092, 20.7091, -0.0012, 0.0002, -0.0026
O, 0.467, -7.1534, 32.9257, 0.0002, 0.0008, 0.0038
O, 7.7846, 10.0034, 24.1219, -0.0021, 0.0004, -0.0023
O, -0.0608, -3.1104, 30.7935, 0.0017, 0.0024, 0.0008
O, 22.5426, 1.8913, 30.4549, -0.0002, -0.0003, 0.0007
O, 24.8767, 3.2802, 22.3135, -0.0007, -0.0003, 0.0006
O, 8.3602, -13.8113, 31.6552, -0.0001, -0.0008, 0
O, 13.6479, -10.5586, 18.0653, 0.0035, -0.0029, -0.0043
O, 13.218, -2.574, 31.782, -0.0017, 0.0003, 0.0006
O, 9.1302, 0.3669, 26.2181, -0.0009, 0.0002, -0.0014
O, 21.9267, -15.4629, 23.138, -0.0002, 0.0026, 0.0005
O, 9.7759, 1.3289, 32.2311, 0.0009, 0.0006, 0.0016
O, 15.176, 12.2231, 21.0958, -0.0004, 0.001, 0.0004
O, 10.0403, 8.7752, 20.071, 0.0005, -0.0004, 0.0004
O, 18.1207, 15.3903, 23.6939, -0.0003, -0.0017, -0.002
O, -0.4638, 7.9951, 27.0015, 0.0005, 0, -0.0003
O, 8.0154, 15.0528, 28.4766, -0.0003, 0.0001, 0.0001
O, 0.2946, 15.4738, 25.0381, 0.0011, 0.0008, -0.0014
O, -3.9745, -6.9499, 35.4192, -0.0012, 0.0008, 0.0002
O, 26.4127, 4.1218, 24.3395, -0.0008, -0.0003, -0.0017
O, 7.0316, -9.0597, 27.8854, -0.0003, -0.0004, 0.0013
O, 19.8025, -15.4746, 29.7314, 0, -0.0001, -0.0001
O, -3.0294, 10.9985, 33.5422, -0.0013, -0.0003, 0.0006
O, -1.7184, 7.2138, 24.8051, 0.0002, -0.0008, -0.0008
O, 17.3033, -4.4412, 32.4668, -0.0013, 0.0004, -0.0003
O, 11.3511, -0.6372, 31.519, -0.0002, 0.0018, 0.0019
O, 2.6528, 14.0195, 34.3446, -0.0008, 0.0008, 0.0009
O, 12.4712, -1.6214, 29.4468, -0.0026, 0.0008, 0.0013
O, 12.4603, 6.6125, 28.0016, -0.0007, 0.0004, -0.0005
O, 6.7687, 20.3792, 35.6646, -0.0017, -0.0005, -0.0012
O, 12.1556, -6.3728, 29.7143, 0.0002, -0.0011, 0.0008

Results
free energy: -152236.193 eV
free energy less fixed offsets of N -386.36, O -570.45, Si -639.56 eV per atom: -3.673 eV

The program warned: the cutoff lies below the one the program advises for these potential files; the forces do not sum to zero within the program's tolerance; empty levels may hold ghost states of the PAW files; the exchange-correlation potential is rough where the density is thin.
